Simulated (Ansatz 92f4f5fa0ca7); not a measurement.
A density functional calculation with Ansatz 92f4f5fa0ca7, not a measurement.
Periodic cell of 199 atoms, Si117O82, from a study of silicon, its oxide and their interface. The atomic structure is a simulated model.

Settings: functional r2SCAN; potential files Ansatz norm-conserving; basis plane waves; wave-function cutoff 1300 eV; density cutoff ratio 4; exchange-correlation grid ratio 1; k mesh 2 x 2 x 1, shifted by 0.5 0.5 0.5 of a step; self-consistency stop 5e-08 eV per atom in the density residual; occupations Fermi-Dirac, 0.05 eV; spin none; net charge 0.

Cell vectors (angstrom)
a, 11.5403, 0, 0
b, 0, 11.5403, 0
c, 2.0367, 0.7477, 30.247

Atoms and the computed forces on them: element, x, y, z (angstrom), force x, y, z (eV/angstrom)
Si, 8.745, 8.4123, 1.7204, -0.0808, -0.4303, -0.8662
Si, 8.5257, 2.6509, 2.0519, -0.2401, 0.2546, -0.1317
Si, 8.4703, 5.5347, 2.3232, 0.1802, 0.0666, 0.0364
Si, 2.1842, 9.1474, 2.3262, 0.3218, 0.5638, -0.6232
Si, 0.8146, 2.405, 1.4086, 0.3024, 0.1172, -0.0971
Si, 1.3638, 5.2377, 1.6081, -0.2239, 0.39, -0.1706
Si, 2.7734, 7.5149, 0.6723, -0.0566, -0.2605, -0.3443
Si, 3.7766, 2.7141, 1.8236, 0.2688, -0.609, 0.2196
Si, 3.7041, 5.1251, 1.9346, -0.072, 0.336, -0.3451
Si, 0.0077, 9.0272, 3.4103, -0.5611, -0.5051, -0.0005
Si, -0.8273, 2.226, 3.0259, 0.0898, -0.3674, 0.2041
Si, -0.0571, 5.5283, 3.6083, -0.1397, -0.0629, -0.4463
Si, 4.2668, 9.2896, 3.612, 0.1432, -0.2267, 0.2574
Si, 4.7653, 1.8392, 3.8055, 0.0986, 0.1507, 0.0044
Si, 4.5966, 5.5342, 4.0196, 0.1849, 0.1533, -0.0852
Si, 6.8797, 9.0372, 3.1576, -0.0345, 0.4161, 0.6613
Si, 7.141, 2.081, 3.8713, -0.2297, 0.0213, 0.0894
Si, 7.0078, 5.6266, 4.0974, -0.1341, -0.1147, -0.0253
Si, 0.0215, -0.4384, 4.4243, 0.3521, 0.5938, 0.1045
Si, -0.107, 3.5809, 4.8786, -0.0139, 0.0689, 0.232
Si, 0.0149, 7.4036, 5.032, 0.1031, -0.0777, 0.405
Si, 4.3323, -0.2719, 4.956, -0.5103, 0.1565, 0.1489
Si, 4.0117, 3.6157, 5.2101, 0.0338, -0.1141, -0.0038
Si, 3.9557, 7.5008, 5.1454, -0.004, -0.0995, 0.0367
Si, 7.4016, -0.0356, 4.8016, 0.6231, 0.3164, -0.1492
Si, 7.5591, 3.7727, 5.3714, -0.0973, 0.0451, 0.0445
Si, 7.5445, 7.6251, 5.1214, -0.1479, 0.3293, -0.0724
Si, -1.8654, -0.3187, 6.7027, 0.3057, -0.0909, -0.8501
Si, 9.62, 3.6792, 6.4354, -0.0031, 0.0358, -0.1178
Si, -1.9632, 7.4916, 6.4175, -0.0128, -0.1103, -0.2162
Si, 2.2999, -0.2191, 6.19, 0.2967, 0.1534, -0.6591
Si, 1.8826, 3.5836, 6.2464, 0.1999, 0.0088, -0.0181
Si, 1.9384, 7.4089, 6.3891, -0.0151, 0.0977, -0.1403
Si, 5.9289, -0.2085, 6.6202, 0.2484, -0.0668, -0.284
Si, 5.728, 3.6951, 6.7806, 0.2836, -0.1243, 0.0444
Si, 5.7725, 7.5502, 6.6417, -0.0004, 0.0637, -0.0202
Si, 9.5989, 9.2947, 7.9538, -0.1034, -0.129, 0.3227
Si, 9.5919, 1.7631, 7.799, -0.0691, 0.2051, 0.1786
Si, 9.5789, 5.5573, 7.8538, -0.0351, -0.0283, 0.1025
Si, 2.0032, 9.3949, 7.669, -0.0366, -0.0032, -0.0248
Si, 1.9951, 1.6739, 7.5946, -0.1219, -0.0774, 0.0407
Si, 1.8087, 5.4848, 7.7509, -0.0049, -0.0084, -0.0259
Si, 5.8587, 9.4349, 7.9924, -0.0146, 0.0508, -0.0262
Si, 5.7647, 1.7048, 7.9596, 0.0291, 0.1607, -0.0541
Si, 5.7666, 5.6488, 8.04, -0.0359, 0.0205, 0.0873
Si, 0.0996, 9.3025, 9.12, 0.0481, 0.1646, -0.0251
Si, 0.1003, 1.7893, 8.9972, 0.3139, -0.285, -0.1106
Si, -0.0782, 5.4712, 9.2917, 0.1012, -0.0447, 0.0703
Si, 3.8618, 9.4566, 9.1976, -0.0566, 0.0791, -0.0256
Si, 3.7545, 1.7273, 9.1734, 0.1174, -0.1727, 0.0207
Si, 3.6982, 5.6105, 9.1553, -0.0651, -0.0049, -0.0158
Si, 7.7326, 9.3392, 9.4162, -0.0604, 0.0258, -0.0837
Si, 7.7218, 1.6482, 9.2282, -0.0822, -0.0523, -0.0654
Si, 7.7391, 5.5704, 9.3723, 0.0403, -0.0255, -0.0959
Si, 0.1571, -0.1669, 10.2308, -0.0198, 0.3783, -0.2187
Si, 0.1578, 3.4839, 10.7279, -0.5293, 0.017, 0.2977
Si, 0.0063, 7.439, 10.6158, -0.042, 0.0274, 0.1499
Si, 3.9217, -0.1621, 10.5833, 0.0875, 0.2119, -0.018
Si, 3.5016, 3.6923, 10.4723, 0.4466, 0.0296, 0.1481
Si, 3.8396, 7.519, 10.5306, -0.0436, -0.1794, 0.0415
Si, 7.8142, -0.1966, 10.6755, 0.0706, 0.0326, 0.2554
Si, 7.4291, 3.5157, 10.5331, 0.1853, -0.0418, 0.1085
Si, 7.8075, 7.4644, 10.8274, -0.083, 0.0011, -0.038
Si, 9.9442, 0.0369, 11.703, -0.053, 0.2218, 0.0083
Si, 8.4459, 3.421, 12.606, 0.0804, -0.1657, -0.0933
Si, 9.7577, 7.7757, 12.2391, 0.1233, 0.1764, -0.1331
Si, 1.9292, 0.1327, 11.7353, 0.0254, 0.0762, 0.1275
Si, 1.9595, 3.9293, 12.239, 0.0749, 0.14, 0.1596
Si, 1.9562, 7.6834, 11.889, 0.1521, 0.1894, -0.2266
Si, 5.1959, 1.8901, 13.2596, 0.3266, -0.0364, 0.0272
Si, 5.4254, 3.6838, 11.7023, -0.6249, 0.4967, -0.5217
Si, 5.7318, 6.8874, 11.8518, -0.028, -0.598, -0.1651
Si, 10.8074, 9.8191, 13.0204, -0.0113, -0.0749, 0.1061
Si, 10.379, 2.264, 12.4958, 0.0325, -0.0431, -0.0473
Si, 9.3766, 6.0705, 13.8433, 0.0115, -0.0941, 0.1523
Si, 1.7066, 9.752, 12.9554, -0.1769, 0.0024, 0.0222
Si, 1.8408, 1.8773, 13.4478, 0.3028, -0.3128, 0.0604
Si, 2.0999, 6.1545, 13.5922, 0.1662, -0.0142, -0.095
Si, 5.7807, 10.4147, 14.1617, 0.2224, -0.9312, -0.3772
Si, 5.8399, -0.025, 12.0416, -0.1111, -0.072, -0.1711
Si, 5.8248, 7.4236, 14.0455, -0.114, 0.9145, 0.627
Si, -1.0377, 11.099, 14.8897, -0.3215, -0.7211, 0.0185
Si, -0.175, 1.7126, 14.614, -0.2159, 0.5409, 0.0871
Si, 0.3002, 6.4629, 15.0498, -0.1411, -0.4961, 0.1841
Si, 3.4085, 10.2173, 14.6212, 0.0208, -1.1288, 0.3795
Si, 3.5448, 1.1105, 14.8826, -0.2457, 0.7918, 0.3717
Si, 3.729, 7.2559, 15.0482, -0.0896, 0.0923, 0.4852
Si, 7.403, 11.5343, 15.5168, 0.7738, 0.6041, 0.5871
Si, 7.0256, 2.7043, 14.3362, -0.1962, -0.2417, 0.1629
Si, 6.8806, 5.7624, 15.2937, 0.2537, -0.7748, 0.1972
Si, 5.2223, 6.3664, 20.3492, -0.092, 0.0798, 0.089
Si, 7.8207, 4.8275, 20.9709, -0.2181, 0.0285, -0.2907
Si, 13.5547, 12.3309, 19.1509, -0.0361, -0.1341, -0.0655
Si, 0.5653, 6.6566, 17.9797, 0.0251, 0.0248, 0.2896
Si, 10.325, 4.6201, 19.4668, -0.0662, -0.0073, -0.1511
Si, 9.2565, 10.0679, 20.6895, -0.0239, 0.0087, -0.1003
Si, 0.3758, 2.6434, 17.5426, 0.0593, -0.1045, 0.0527
Si, 12.8873, -0.4723, 21.8264, -0.0144, 0.0589, -0.0736
Si, 15.146, 10.1681, 20.2943, 0.181, -0.099, -0.2456
Si, 14.0431, 7.1798, 20.1969, 0.1484, -0.016, -0.0807
Si, 10.6958, 8.8078, 16.6489, -0.0477, 0.0318, 0.1553
Si, 7.4236, 0.376, 27.5122, -0.1245, -0.1735, 0.1153
Si, 3.1452, 11.8913, 30.3968, -0.0369, -0.0466, -0.3575
Si, 7.0001, 1.4821, 30.0391, -0.0297, 0.0869, -0.1034
Si, 10.0963, 5.7793, 22.1991, 0.1697, 0.1956, 0.0819
Si, 0.1616, -0.4262, 29.9586, 0.1229, 0.0533, -0.217
Si, 10.4731, 12.1808, 22.787, 0.0448, -0.107, 0.0427
Si, 9.1777, 3.3039, 23.1216, -0.0425, -0.018, 0.0809
Si, 3.2435, 2.8764, 17.61, 0.0273, 0.0493, 0.0333
Si, 6.4745, 9.1691, 20.2978, -0.127, -0.0528, -0.0418
Si, 5.4722, -0.8377, 29.1867, 0.0275, 0.1217, -0.348
Si, 8.1927, 9.8658, 17.9918, -0.1206, -0.1409, -0.0556
Si, 9.0388, 1.2795, 25.2621, -0.0973, -0.0863, 0.2374
Si, 4.8631, 5.5738, 17.4114, -0.0403, 0.1311, -0.0091
Si, 10.0132, 1.9473, 30.5929, -0.1956, -0.2898, -0.6675
Si, 10.1931, 0.91, 27.9491, 0.0503, -0.0575, 0.1207
Si, 11.4867, 8.2401, 21.6284, 0.0381, -0.0351, -0.0796
O, 10.154, 8.6397, 2.5474, -0.059, 0.2332, -0.2372
O, 9.9912, 5.4814, 2.9064, -0.5442, -0.02, -0.0779
O, 2.2241, 2.3548, 2.2533, -0.1418, 0.0322, -0.4192
O, -0.738, 0.6314, 3.4853, -0.3144, 0.0969, -0.1211
O, 7.1149, 10.6672, 3.4174, -0.1501, -0.423, 0.3376
O, 1.6125, -0.0456, 4.6409, -0.7438, -0.4037, 0.3344
O, -0.3558, -0.3313, 6.0292, -0.0614, -0.0986, -0.0965
O, 8.8686, -0.5936, 5.2695, 0.043, 0.2826, 0.5248
O, 8.6044, 5.0526, 12.8458, 0.3608, 0.0238, 0.2787
O, 6.5505, 8.9187, 14.3247, -0.5252, -0.1093, -0.0968
O, 5.5452, 5.2561, 12.2564, -0.0035, 0.2285, -0.2445
O, 10.7604, 5.4034, 14.4121, -0.2432, 0.2377, -0.0109
O, 8.4457, 6.2304, 15.197, 0.087, -0.0969, -0.3515
O, 8.8631, 11.1697, 14.8674, -0.6238, 0.1743, 0.3795
O, -0.5216, 0.7038, 30.9123, 0.0209, 0.0168, -0.0265
O, 4.9452, 6.4366, 18.7653, -0.0362, -0.2232, 0.0115
O, 8.6607, 2.6855, 24.5364, 0.2144, -0.1304, -0.2553
O, 8.3786, 6.8427, 1.3797, 0.3693, 0.4393, 0.2181
O, 2.8534, 13.4948, 30.5334, 0.0929, -0.1066, 0.1952
O, 9.1117, 10.58, 19.1449, -0.16, -0.2745, -0.0049
O, 5.9487, 7.7334, 20.8337, -0.0366, -0.013, -0.1675
O, 1.7548, 11.0912, 30.1888, -0.0282, 0.0185, 0.2463
O, 1.8789, 10.5727, 1.4612, -0.0448, -0.1998, 0.1039
O, 0.7757, 3.9222, 0.7572, 0.0722, 0.1559, 0.2869
O, 4.026, 6.4368, 0.8926, -0.4135, -0.0678, 0.3194
O, 4.0829, 1.9464, 0.4046, -0.0121, -0.1021, 0.1398
O, 6.4092, -0.0326, 30.2799, -0.1157, 0.1016, -0.1563
O, 5.1949, 9.1495, 29.5841, -0.1044, 0.1503, 0.372
O, 12.6507, 11.9914, 20.476, 0.2168, -0.1527, 0.0975
O, 10.955, 7.8516, 15.3225, 0.2146, -0.1154, 0.3335
O, 13.5126, 6.5341, 18.7911, -0.2031, 0.0519, 0.1077
O, -0.3464, 2.5186, 16.0892, 0.0433, -0.1916, -0.3135
O, 12.0986, 0.4207, 22.9464, -0.2272, -0.1332, -0.179
O, 0.1458, 8.2354, 17.8138, -0.1735, -0.1813, -0.3251
O, 3.2732, 8.7942, 15.5931, 0.0766, 0.0153, -0.521
O, 10.959, 3.3169, 18.6967, 0.1504, 0.1153, -0.168
O, 0.8686, 1.1391, 18.0261, 0.1896, 0.2408, 0.0468
O, 6.241, 5.1372, 20.7062, 0.1605, 0.1472, 0.0141
O, 7.9591, 3.6078, 22.0604, 0.3224, 0.1515, 0.0781
O, 6.649, 4.1868, 14.8893, 0.039, 0.5935, 0.3185
O, 5.2261, 10.2241, 20.3874, -0.0589, -0.2081, -0.0183
O, 6.3792, 5.729, 16.8461, -0.0815, 0.0136, -0.3221
O, 1.7572, 3.5061, 17.3455, -0.0249, -0.2364, 0.0183
O, 7.3461, 13.1862, 15.5667, 0.239, -0.2034, -0.1547
O, 14.4991, 10.7424, 21.7033, -0.3146, -0.0109, -0.156
O, 9.8757, 11.24, 21.6066, 0.0673, -0.0253, 0.0781
O, 10.8075, 7.1687, 22.6718, -0.0582, -0.1437, -0.3178
O, 7.4818, 10.9882, 17.061, 0.011, -0.1342, -0.2524
O, 12.6677, 7.3177, 21.0225, -0.0555, 0.1508, -0.0401
O, 12.2184, 9.5981, 22.1053, -0.0107, 0.0963, -0.1117
O, 9.1301, 8.837, 17.1306, 0.2655, 0.1376, -0.0389
O, 11.0827, 10.3319, 16.2375, -0.2281, 0.0862, 0.0301
O, 7.6621, 0.7, 25.9418, 0.3654, 0.1577, 0.0339
O, 14.6108, 13.6005, 19.0405, -0.1598, -0.0394, -0.3707
O, 0.7918, 5.9887, 16.5246, -0.0757, 0.2632, -0.2055
O, 3.674, 6.2777, 20.9338, 0.1026, 0.1939, -0.2797
O, 9.6756, 0.262, 24.1629, 0.0489, 0.3589, -0.1482
O, 8.4436, 1.5046, 30.7603, 0.2293, 0.1699, 0.0599
O, 9.9565, 4.7131, 23.4252, -0.1851, -0.1159, -0.3337
O, 14.6879, 8.649, 19.985, -0.104, -0.0212, 0.1484
O, 10.1789, 2.2016, 22.4505, -0.1449, -0.028, 0.2096
O, 14.5529, 11.0363, 19.0311, -0.1388, 0.111, 0.3104
O, 3.8355, 6.2516, 16.3551, 0.0671, 0.2468, -0.1315
O, 7.7453, 9.6753, 21.1918, 0.1124, -0.0258, -0.2547
O, -0.734, 5.9288, 18.634, 0.2028, -0.0501, 0.0021
O, 4.0716, 0.002, 29.0889, 0.0824, -0.0232, 0.4429
O, 10.8554, 4.9257, 20.9943, -0.2939, 0.111, 0.0721
O, 11.4407, -0.0482, 28.3827, -0.2122, 0.1426, 0.4162
O, 1.4096, 6.5542, 0.555, 0.344, -0.2741, 0.3549
O, 4.3672, 4.0424, 17.6998, -0.0672, 0.13, -0.0346
O, 8.2222, 4.1847, 1.4468, 0.3859, -0.4935, 0.3642
O, 7.0103, 1.6988, 28.4076, 0.1303, -0.4263, 0.1793
O, 7, 9.0415, 18.7503, 0.2034, 0.2021, 0.2209
O, 10.1807, 1.4644, 26.4281, -0.327, -0.1128, -0.0905
O, 8.8776, -0.0682, 28.1265, 0.0017, 0.422, -0.226
O, 6.2836, -0.7673, 27.7584, 0.0442, 0.2802, 0.298
O, -0.5439, -1.8016, 30.4373, 0.2168, 0.128, 0.4275
O, 3.6295, 1.8455, 16.3885, -0.0528, -0.0956, -0.3144
O, 8.5873, 6.1243, 21.6302, 0.2321, -0.4365, 0.0204
O, 10.2562, 8.7682, 20.6871, 0.0855, 0.1028, 0.1915
O, 8.6835, 4.4641, 19.5954, 0.1752, 0.1672, 0.4433
O, 10.1706, 2.2122, 28.9565, -0.0294, -0.5003, 0.348

Results
free energy: -51827.572 eV
free energy less fixed offsets of O -463.61, Si -117.95 eV per atom: -11.402 eV
pressure: -1.31 GPa
stress xx, yy, zz, yz, xz, xy (GPa, positive in tension): 1.02, 1.49, 1.41, 0.08, 0, 0.27

The program warned: the forces do not sum to zero within the program's tolerance.
